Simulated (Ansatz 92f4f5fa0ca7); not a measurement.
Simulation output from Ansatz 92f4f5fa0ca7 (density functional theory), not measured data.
Periodic cell of 252 atoms, Si132O88H32, with a vacuum gap, from a study of silicon, its oxide and their interface. The atomic structure is a simulated model.

Settings: functional r2SCAN; potential files Ansatz PAW; basis plane waves; wave-function cutoff 800 eV; density cutoff ratio 5; exchange-correlation grid ratio 1; k mesh 1 x 1 x 1, shifted by 0.5 0.5 0 of a step; self-consistency stop 1e-11 eV per atom in the density residual; occupations fixed; spin none; net charge 0; applied field sawtooth along c, amplitude +0.015 V/angstrom in the program's sign convention, ramp centred at 0.9888 of c and 0.0225 of c wide, no dipole correction.

Cell vectors (angstrom)
a 10.888 0 0
b 0 10.888 0
c 0 0 44.5075

Atoms: element, x, y, z (angstrom)
Si -0.0798 0.209 30.7782
Si 2.6109 3.0132 30.887
Si 0.3834 5.1873 30.899
Si 2.9591 7.7388 30.8233
Si 5.7861 -0.3557 30.7952
Si 8.5058 2.3224 30.8111
Si 5.2496 5.6074 30.7418
Si 8.0613 8.4622 31.1008
Si 1.4377 1.3817 32.1182
Si 4.1659 4.1154 32.2107
Si 1.4655 6.7101 32.2851
Si 4.1254 9.4183 32.0432
Si 6.8891 1.2556 32.1348
Si 9.6066 3.9992 32.0773
Si 6.8191 6.7641 32.1148
Si 9.6464 9.6392 32.281
Si 0.0595 2.701 33.5299
Si 2.7859 -0.0555 33.41
Si 0.07 8.1466 33.5233
Si 2.808 5.3956 33.6527
Si 5.5295 2.6728 33.4583
Si 8.2251 0.0227 33.6265
Si 5.4612 8.1131 33.5083
Si 8.2141 5.3813 33.4202
Si 1.396 4.0382 34.9215
Si 4.1272 1.3157 34.7997
Si 1.4282 9.522 34.8484
Si 4.135 6.8084 34.9376
Si 6.863 4.0538 34.8303
Si 9.5727 1.395 34.9303
Si 6.8294 9.4853 34.8654
Si 9.5489 6.7647 34.8165
Si 0.0413 -0.021 36.2157
Si 2.765 2.6564 36.2166
Si 0.0119 5.4324 36.2214
Si 2.7514 8.1739 36.2525
Si 5.4663 -0.0245 36.2027
Si 8.1953 2.7427 36.2579
Si 5.5 5.4109 36.218
Si 8.1843 8.1192 36.1997
Si 1.3727 1.3413 37.5879
Si 4.1069 4.062 37.5543
Si 1.3602 6.8058 37.5765
Si 4.1027 9.539 37.5973
Si 6.8065 1.3535 37.5645
Si 9.5377 4.1062 37.6122
Si 6.8237 6.7882 37.5832
Si 9.5395 9.5024 37.5443
Si 0.0141 2.7287 6.944
Si 2.7115 -0.0118 6.9432
Si -0.0249 8.1474 6.9283
Si 2.7261 5.4252 6.907
Si 5.4395 2.7102 6.9253
Si 8.1823 -0.0083 6.8969
Si 5.4484 8.1519 6.9367
Si 8.1607 5.4538 6.9585
Si 1.374 4.0946 8.3088
Si 4.0268 1.3975 8.2769
Si 1.3178 9.5211 8.271
Si 4.0449 6.8017 8.2839
Si 6.7813 4.0887 8.2814
Si 9.5002 1.3806 8.277
Si 6.8296 9.5245 8.2618
Si 9.5141 6.7989 8.3189
Si -0.0211 0.0241 9.6167
Si 2.6854 2.7348 9.7171
Si -0.0051 5.4375 9.6705
Si 2.6281 8.1396 9.6356
Si 5.4251 0.0291 9.5286
Si 8.1534 2.7666 9.6505
Si 5.3801 5.412 9.6318
Si 8.1602 8.1677 9.6686
Si 1.2738 1.3702 11.0497
Si 4.0253 4.1174 11.0895
Si 1.2706 6.8098 11.0885
Si 4.0294 9.5754 10.8218
Si 6.6861 1.4383 10.9027
Si 9.5696 4.0621 11.0578
Si 6.7537 6.7599 10.9452
Si 9.5334 9.5758 10.9876
Si -0.0726 2.6524 12.5602
Si 2.7534 0.0193 12.2613
Si -0.0305 8.2661 12.4722
Si 2.5839 5.4125 12.4842
Si 5.406 2.7346 12.4278
Si 8.0558 0.0812 12.1578
Si 5.2801 8.1484 12.1337
Si 8.1745 5.4513 12.3278
Si 1.5211 3.7884 13.9196
Si 3.7935 1.56 13.7151
Si 1.7136 9.3765 13.6641
Si 3.8143 7.0539 13.5892
Si 7.0652 3.8706 13.6533
Si 9.0812 1.4736 13.7169
Si 6.7556 9.4572 13.3081
Si 9.0738 7.2241 13.6105
Si 5.215 -0.1568 15.83
Si 16.6633 5.8061 15.7776
Si -0.169 13.9632 19.4664
Si 12.023 -0.8601 16.5929
Si 11.5611 3.4375 26.5826
Si 28.9143 12.0711 18.0064
Si 25.2783 -3.444 24.9909
Si 20.9471 2.5499 24.2921
Si 3.8834 -5.3038 17.9713
Si -1.784 -0.3458 16.3608
Si 8.7399 -6.5242 26.1999
Si -13.5679 -3.1556 16.2962
Si 11.468 4.3832 22.1051
Si -7.6932 -8.313 27.9207
Si 17.3349 21.4602 20.6886
Si 20.5178 17.081 18.1779
Si -12.9443 7.3044 26.1028
Si 11.8515 4.6361 16.9984
Si 10.0973 6.8321 21.1081
Si -3.8417 -13.9758 21.2283
Si 14.4378 -2.1702 17.6134
Si 3.5474 5.1157 23.1181
Si -12.3958 6.5782 29.1256
Si 21.1604 -0.3584 23.6206
Si 0.6581 -2.1013 25.7015
Si -4.7706 9.1422 25.7549
Si 22.6844 -1.4382 21.2228
Si 26.2783 10.7964 27.9541
Si 18.3008 -11.9821 23.2556
Si 5.3977 -5.6856 20.6244
Si 1.6601 -12.3259 28.6225
Si 14.1204 4.7558 25.9632
Si 1.2282 0.4556 19.1307
Si -3.591 -6.5543 28.872
Si 14.3655 -0.6266 20.3694
Si 18.7032 3.8782 19.0754
O 9.0775 -2.987 29.9675
O -4.0846 -10.185 19.51
O 7.2139 10.9038 22.0826
O -17.5417 -5.706 19.4956
O -5.0542 4.8192 29.4045
O 4.8081 19.2589 25.1875
O 0.7256 10.4705 29.4856
O 8.78 3.304 24.9682
O 10.2033 -2.9961 25.4553
O 6.0447 -10.2278 16.9459
O 1.5054 -10.4673 17.5284
O 15.9776 -16.7245 17.0326
O 14.4671 -4.1944 23.544
O 9.2563 7.046 27.6227
O 9.6385 1.2543 30.2552
O -0.0698 5.8673 17.1311
O 6.7651 7.0057 16.2215
O 6.1065 -0.703 14.6062
O 4.1888 0.8884 15.1497
O 2.7488 8.1847 14.1301
O 4.5974 6.4489 14.8772
O 3.3763 2.5271 29.5238
O 23.8369 19.0812 25.1195
O 9.3877 0.559 15.0425
O 6.5534 4.6515 14.9788
O 20.5023 -9.7909 23.8023
O 24.4821 2.6942 14.1571
O 11.2003 3.5077 17.9748
O 22.7998 4.2194 15.4256
O 9.2302 7.0179 15.2294
O -5.3145 -22.6788 27.0367
O 8.0824 2.6933 14.1904
O 22.4301 9.9193 19.6843
O 3.1092 20.8952 28.1746
O 23.8518 -6.1342 22.5645
O 8.4027 -5.7694 18.2161
O 22.4792 -7.0681 20.5966
O 8.8861 7.5484 17.7507
O 21.6344 14.2056 23.0638
O 14.8056 7.1781 17.7806
O 28.6547 19.9584 20.2248
O 8.2858 16.3417 29.4781
O -2.8412 -1.5507 16.1364
O 21.3407 -1.1092 16.787
O 28.9618 2.7945 18.0528
O 2.5308 -12.3588 21.3962
O 2.6425 0.6991 19.9048
O -3.4497 -13.5948 26.0423
O -3.0433 -2.5886 13.6673
O 37.3556 15.644 22.0211
O 0.1153 1.5065 19.5526
O 9.1399 3.2711 19.7968
O 8.9934 -12.2323 23.4969
O 0.2992 -8.5183 25.4361
O -9.3123 2.6131 27.6546
O 3.8223 -7.0104 27.1803
O 15.7568 21.5457 21.0481
O -3.9319 -12.327 30.3959
O 12.8916 -2.1059 17.1338
O -6.7866 6.687 30.2538
O -2.2981 -5.0674 25.4929
O -4.2171 4.2925 20.1603
O 4.464 -1.4027 16.525
O 4.0291 1.323 27.3124
O 2.0146 -2.7047 29.5632
O 14.4797 -4.5732 26.1598
O 11.2154 -0.7427 24.8789
O -0.5231 -4.5625 19.6012
O 5.9574 6.7028 20.8251
O 7.5026 -6.6694 27.2602
O -0.4062 -16.1139 22.1339
O 7.7086 2.9066 29.5046
O 3.7883 -1.4878 19.0466
O 8.5391 7.2051 21.192
O 6.7914 -2.5088 22.7261
O 8.5819 0.6143 17.546
O 10.1446 4.1247 27.0425
O 12.2791 10.2502 15.0145
O 12.4973 -6.2712 25.9827
O 10.809 5.9609 29.5288
O 11.7254 9.0481 27.291
O -4.2501 -0.7068 24.6179
O 14.6787 4.2848 24.5041
O 0.2068 -2.8502 21.4628
O 1.489 4.0986 30.3873
O 5.2133 11.0847 29.3764
O 11.1631 -0.3898 22.274
O 2.453 -5.9009 17.5264
H 0.5595 2.1717 38.5203
H 2.1901 0.5152 38.5203
H 3.2799 4.8785 38.4868
H 4.9229 3.2343 38.4868
H 2.1775 5.9796 38.5089
H 0.5254 7.6144 38.5089
H 3.2648 10.3444 38.5298
H 4.9119 8.7049 38.5298
H 5.9816 2.1722 38.4969
H 7.6325 0.5359 38.4969
H 10.3556 3.2805 38.5447
H 8.7071 4.9191 38.5447
H 7.6463 5.9672 38.5156
H 5.9984 7.6065 38.5156
H 8.7237 10.3302 38.4767
H 10.3516 8.671 38.4767
H -0.8037 3.5544 6.0116
H 0.8273 1.8983 6.0116
H 3.5494 -0.8172 6.0108
H 1.8941 0.8144 6.0108
H -0.837 8.9787 5.9959
H 0.8099 7.3388 5.9959
H 3.5532 4.6087 5.9746
H 1.9087 6.2514 5.9746
H 6.2644 1.8915 5.9929
H 4.6236 3.5379 5.9929
H 7.3563 0.8093 5.9644
H 8.998 -0.8361 5.9644
H 4.6391 8.986 6.0043
H 6.2737 7.3336 6.0043
H 7.3381 6.2748 6.026
H 8.9913 4.6409 6.026

Results
free energy: -135127.071 eV
free energy less fixed offsets of H -15.71, O -570.45, Si -639.56 eV per atom: -2.831 eV

Forces (eV/angstrom), in the order of the atoms: element, x, y, z
Si -0.0062 0.0067 0.041
Si -0.0072 0.0051 0.0441
Si 0.0022 -0.0023 0.0422
Si 0.0027 -0.0077 0.0439
Si 0.0094 -0.0069 0.0463
Si 0.0057 -0.0007 0.041
Si -0.0072 0.0026 0.0414
Si 0.0003 0.0008 0.0285
Si -0.0033 0.0086 -0.0142
Si -0.0048 0.0059 -0.0164
Si 0.0038 -0.006 -0.0156
Si 0.0025 -0.0047 -0.0178
Si 0.0042 -0.0027 -0.0186
Si 0.006 -0.0065 -0.0148
Si 0.0021 0.0106 -0.01
Si -0.0092 0.0011 -0.0117
Si -0.0058 -0.0035 0.0005
Si -0.0028 -0.0056 0.018
Si 0.0072 -0.0014 0.0127
Si 0.0016 0.007 -0.0003
Si 0.0043 0.004 0.0059
Si 0.0097 -0.0031 0.002
Si 0.001 -0.0078 0.0128
Si 0.0015 -0.0062 0.0147
Si -0.0006 0.0008 0.0111
Si -0.0074 0.0146 0.0265
Si -0.0016 -0.0057 0.0175
Si -0.0216 -0.0044 0.0086
Si 0.0072 0.004 0.0197
Si 0.0105 0.0213 0.0085
Si 0.0013 0.0045 0.0169
Si -0.0024 0.008 0.0208
Si -0.0029 -0.0106 0.1706
Si 0.0019 0.0008 0.1727
Si 0.0223 -0.0197 0.1809
Si 0.0101 -0.0089 0.1783
Si 0.0051 -0.0061 0.1939
Si 0.0026 -0.0219 0.1804
Si 0.01 -0.0045 0.1729
Si 0.0312 -0.0248 0.1826
Si 0.1702 -0.1222 0.3318
Si 0.0781 -0.1466 0.2831
Si 0.0551 0.0064 0.3041
Si -0.0093 -0.0691 0.328
Si 0.1268 0.0155 0.2835
Si -0.0016 -0.0331 0.3446
Si 0.112 -0.1337 0.3182
Si 0.0794 -0.0535 0.2557
Si -0.1044 0.0623 -0.2235
Si -0.109 0.0757 -0.3984
Si -0.033 0.0604 -0.2973
Si -0.0449 0.0884 -0.2355
Si -0.0866 0.0989 -0.3172
Si -0.0402 0.0749 -0.2807
Si -0.0727 0.0592 -0.2424
Si -0.1188 0.0111 -0.3753
Si -0.0273 0.0179 -0.1966
Si 0.0041 0.0071 -0.1813
Si -0.0155 0.0114 -0.17
Si -0.0053 0.0125 -0.1746
Si -0.015 0.0132 -0.1671
Si -0.0128 0.0211 -0.1757
Si -0.0261 0.0168 -0.1763
Si 0.0204 -0.0068 -0.185
Si 0.0009 -0.0083 -0.0205
Si 0.0051 -0.0082 -0.0345
Si -0.0009 -0.0087 -0.0092
Si 0.0138 -0.0011 -0.0232
Si 0.0069 -0.0109 -0.0104
Si -0.0006 -0.0116 -0.0181
Si 0.0059 -0.0001 -0.017
Si -0.0088 0.0014 -0.014
Si -0.0044 -0.0095 -0.0054
Si 0.0124 0.0073 -0.0079
Si -0.0025 0.0078 -0.0061
Si 0.0044 0.0031 -0.0069
Si -0.0047 -0.0044 -0.0063
Si -0.0092 0.0055 -0.0027
Si -0.0094 -0.0014 -0.0065
Si 0.0032 0.0065 -0.0075
Si -0.0018 -0.0007 0.0087
Si 0.0043 -0.0006 0.0189
Si -0.0011 -0.0017 0.0061
Si -0.0002 0.0001 0.0047
Si 0.0029 -0.0034 0.0139
Si -0.0066 -0.0051 0.0149
Si 0.0013 0.0036 0.0087
Si 0.0018 0.0024 0.0134
Si -0.0027 0.0011 0.0406
Si 0.0014 -0.0079 0.0225
Si -0.0004 0.0148 0.0346
Si 0.0107 -0.0007 0.0269
Si -0.0056 0.0117 0.0296
Si -0.0002 -0.0121 0.0257
Si -0.0043 0.0037 0.0306
Si -0.0099 0.0045 0.0211
Si 0.0068 -0.007 0.07
Si -0.0017 0 0.0708
Si 0.0063 0.0075 0.0738
Si 0.0057 0.0047 0.0756
Si 0.0056 0.0034 0.0627
Si -0.0035 0.0128 0.0815
Si -0.0015 0.0049 0.0689
Si -0.0057 0.007 0.081
Si 0.0006 -0.0019 0.0733
Si -0.0034 -0.0036 0.0693
Si -0.0132 0.0097 0.0731
Si 0.0029 0.0026 0.0637
Si 0.0065 -0.0089 0.0867
Si 0.0072 -0.0143 0.0813
Si 0.0095 -0.0156 0.0808
Si 0.004 -0.0121 0.0742
Si 0.0073 -0.0126 0.0684
Si -0.0099 0.0049 0.086
Si 0.0018 0.0038 0.0698
Si 0.0018 0.0117 0.0651
Si 0.0007 0.0027 0.0723
Si -0.0051 0.0104 0.0895
Si 0.0081 -0.0001 0.0772
Si -0.001 0.0047 0.0764
Si 0.0004 -0.0097 0.0864
Si -0.0059 -0.0004 0.0788
Si -0.0148 0.0069 0.0738
Si -0.0083 0.0109 0.0721
Si 0.004 0.0012 0.0803
Si -0.0016 0.0072 0.089
Si -0.0005 0.003 0.0828
Si -0.0039 -0.0126 0.0748
Si -0.0019 -0.0038 0.0853
Si -0.0061 -0.0038 0.0809
Si -0.0006 0.0044 0.0623
Si -0.0038 0.0031 0.0561
O 0.0081 -0.0169 -0.0379
O 0.0081 0.0198 -0.0531
O -0.0143 0.0072 -0.0472
O -0.0138 0.0041 -0.052
O 0.0129 -0.0081 -0.0316
O -0.005 -0.0056 -0.0179
O 0.0137 -0.0148 -0.0384
O 0.0107 -0.0137 -0.0391
O 0.0062 0.0075 -0.0195
O -0.0166 -0.0133 -0.042
O -0.0037 -0.01 -0.0422
O 0.0152 0.0041 -0.04
O 0.0016 -0.0147 -0.0422
O -0.0071 0.0107 -0.0605
O 0.0015 0.0004 -0.0124
O 0.0093 -0.0014 -0.0296
O -0.0033 -0.0047 -0.02
O 0.0126 -0.0073 -0.0422
O -0.0105 0.0171 -0.0433
O -0.0013 -0.0024 -0.0259
O -0.0196 0.0116 -0.0448
O 0.0057 -0.0054 -0.0535
O 0.0122 -0.0052 -0.026
O 0.0019 0.0254 -0.0555
O 0.0101 -0.018 -0.0396
O 0.0001 -0.0114 -0.0264
O -0.0033 0.002 -0.0176
O 0.0125 0.0167 -0.0486
O 0.0085 -0.0114 -0.0778
O 0.0125 -0.0075 -0.0567
O 0.018 -0.018 -0.0467
O 0.0006 -0.0006 -0.013
O 0.0038 0.0137 -0.0419
O 0.0074 0.0031 -0.0284
O -0.0176 -0.002 -0.0392
O 0.0019 0.0131 -0.0263
O -0.0104 -0.0148 -0.0585
O -0.0116 0.0111 -0.0434
O 0.0158 0.0219 -0.0514
O 0.0005 0.0037 -0.0216
O -0.0034 0.0075 -0.0341
O -0.0016 -0.0005 -0.0227
O -0.0018 -0.0016 -0.0242
O -0.005 0.0015 -0.0254
O -0.0035 -0.0113 -0.0307
O 0.0103 0.0072 -0.0305
O -0.0063 0.0051 -0.0279
O -0.0078 0.0094 -0.0247
O 0.0019 0.0023 -0.0207
O 0.0236 -0.0007 -0.0532
O 0.001 -0.001 -0.023
O -0.0076 0.0014 -0.0265
O -0.0064 0.0005 -0.0262
O -0.0106 -0.0072 -0.0416
O -0.0161 0.0103 -0.0374
O -0.0023 0.0198 -0.0405
O -0.0077 -0.0003 -0.0216
O -0.0036 0.0034 -0.0157
O -0.0091 0.0039 -0.0278
O 0.0025 -0.0007 -0.0136
O -0.0014 0.0013 -0.0314
O 0.0148 -0.009 -0.0293
O 0.0133 0.0144 -0.042
O 0.0014 0.0024 -0.0265
O -0.0097 0.014 -0.0381
O 0.0001 0.0046 -0.0257
O -0.0123 0.0181 -0.0455
O -0.0071 -0.006 -0.058
O -0.004 -0.0092 -0.0209
O 0.0184 0.0003 -0.0509
O -0.0082 0.014 -0.0339
O -0.009 0.014 -0.0345
O -0.0012 -0.0166 -0.0547
O 0.0049 -0.0019 -0.0205
O -0.0015 -0.0123 -0.0412
O 0.0124 -0.0122 -0.0357
O 0.0013 -0.0051 -0.0321
O 0.0048 -0.0087 -0.0597
O 0.0071 0.0074 -0.0262
O -0.0136 0.0092 -0.0314
O -0.0114 -0.0082 -0.0608
O 0.0144 0.0063 -0.0544
O 0.0058 0.0049 -0.052
O 0.0005 -0.002 -0.0258
O 0.0031 -0.0038 -0.018
O -0.0132 0.0024 -0.048
O 0.0198 -0.0111 -0.0546
O -0.0099 -0.0035 -0.0269
H 0.2608 -0.235 -0.3291
H -0.3485 0.3191 -0.2238
H 0.2454 -0.2467 -0.3165
H -0.3232 0.3614 -0.2206
H -0.2628 0.2588 -0.2622
H 0.3415 -0.3193 -0.2501
H 0.3667 -0.2551 -0.2744
H -0.2353 0.3192 -0.2623
H 0.2968 -0.3465 -0.2667
H -0.2874 0.2636 -0.2515
H -0.245 0.2792 -0.2691
H 0.3816 -0.2906 -0.2552
H -0.323 0.3736 -0.2386
H 0.2514 -0.2622 -0.323
H 0.2506 -0.2706 -0.3016
H -0.3332 0.3404 -0.2485
H 0.3123 -0.2595 0.2422
H -0.2762 0.3053 0.2862
H -0.26 0.2945 0.2891
H 0.2496 -0.3802 0.2103
H 0.2495 -0.4086 0.2492
H -0.2793 0.2491 0.2984
H -0.314 0.2865 0.2874
H 0.2431 -0.3122 0.2563
H -0.3359 0.2142 0.3077
H 0.3729 -0.2718 0.2286
H 0.2699 -0.3054 0.255
H -0.2557 0.3719 0.2721
H 0.2819 -0.2911 0.2563
H -0.3668 0.2636 0.2676
H 0.3727 -0.2944 0.234
H -0.293 0.2454 0.2828

The program warned: the cutoff lies below the one the program advises for these potential files; the forces do not sum to zero within the program's tolerance; empty levels may hold ghost states of the PAW files; the exchange-correlation potential is rough where the density is thin.
